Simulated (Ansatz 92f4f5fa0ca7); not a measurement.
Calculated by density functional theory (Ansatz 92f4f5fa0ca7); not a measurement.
Periodic cell of 223 atoms, Si132O90B1, from a study of silicon, its oxide and their interface. The atomic structure is a simulated model.
Doubt: the cutoff is far below the 930 eV that the study's wrapper takes by default for these files, so forces and energies are approximate.
This geometry differs little from another in the collection (a relaxation step or a small displacement).

Settings: functional PBE; potential files Ansatz PAW; basis plane waves; wave-function cutoff 580 eV; density cutoff ratio 5; exchange-correlation grid ratio 1; k mesh 1 x 1 x 1, Gamma-centred; self-consistency stop 5e-08 eV per atom in the density residual; occupations fixed; spin none; net charge -1 e, with a uniform compensating background and no finite-size correction.

Cell vectors (angstrom)
a 10.938 0 0
b 0 10.938 0
c 0 0 32.1988

Atoms and the computed forces on them: element, x, y, z (angstrom), force x, y, z (eV/angstrom)
Si 10.5785 0.2123 24.9185 0.0019 -0.0025 0.0442
Si 5.7318 10.6768 24.7632 0.0087 -0.0034 0.0255
Si 2.4762 2.919 24.663 0.0006 0.0044 0.0322
Si 8.4221 2.4943 24.8918 -0.0086 -0.0023 0.037
Si 0.2713 5.1655 24.7962 0.0034 0.0062 0.05
Si 5.1688 5.7577 24.7497 -0.0071 -0.0015 0.041
Si 2.906 8.0042 24.6647 -0.003 0.0011 0.045
Si 7.9313 8.436 24.7749 0.0043 -0.0047 0.0536
Si 1.3323 1.3791 26.0559 -0.0056 0.0081 -0.0112
Si 6.8315 1.314 26.1417 0.0056 -0.0055 -0.0061
Si 4.0416 4.1052 26.0123 -0.0094 0.0079 -0.0049
Si 9.5903 4.1111 26.1549 0.0097 -0.0008 -0.0175
Si 1.3387 6.8394 26.0732 0.0029 -0.0038 -0.017
Si 6.8144 6.8371 26.0964 0.0014 0.0067 -0.0173
Si 4.0976 9.5378 26.0258 0.0062 -0.0062 -0.0085
Si 9.4781 9.5258 26.2032 -0.0036 0.0072 -0.0244
Si 2.7036 -0.0278 27.3669 0.0007 0.0005 -0.0139
Si 8.1523 -0.0296 27.5634 -0.0065 0.0052 0.0216
Si 0.0111 2.725 27.4965 0.0057 -0.0034 0.0185
Si 5.4516 2.765 27.3873 -0.0033 -0.0046 -0.0173
Si 2.7113 5.4641 27.4444 0.0139 -0.001 0.0029
Si 8.3406 5.6261 27.5363 -0.0882 -0.0787 -0.0648
Si -0.1707 8.0307 27.5479 -0.0187 -0.0234 0.0058
Si 5.4482 8.201 27.4623 -0.0089 -0.002 0.0115
Si 4.074 1.3648 28.749 0.0036 0.0002 0.012
Si 9.5747 1.3528 28.8482 -0.0058 -0.0033 -0.0282
Si 1.312 4.1562 28.8362 -0.0045 -0.0102 -0.0153
Si 6.872 4.1496 28.7339 0.0149 0.0108 0.0025
Si 4.0947 6.8173 28.8115 -0.0046 -0.0001 -0.0225
B 9.541 6.8187 28.7483 0.1338 0.0852 0.083
Si 1.3122 9.5151 28.7282 -0.0116 -0.004 0.0097
Si 6.834 9.4927 28.8814 0.0147 0.0061 -0.0241
Si 0.0168 -0.0362 30.1598 0.0081 0.0014 0.0034
Si 5.4455 -0.0104 30.1509 -0.007 0.0061 0.0049
Si 2.7129 2.7458 30.145 -0.0013 -0.0002 0.0025
Si 8.1883 2.7568 30.1385 -0.0025 -0.0035 0.0023
Si -0.182 5.6239 29.9748 -0.0294 0.0101 -0.0262
Si 5.4888 5.4546 30.1512 -0.0022 -0.0006 0.0033
Si 2.708 8.2082 30.1271 0.0064 0.0036 0.0026
Si 8.3566 8.021 29.9949 -0.0154 -0.0096 -0.0065
Si 1.3721 1.356 31.5188 0.0016 -0.002 -0.0013
Si 6.8255 1.3733 31.4843 -0.0004 0.0016 -0.0016
Si 4.1084 4.0897 31.5055 0.0006 -0.0028 -0.0016
Si 9.5755 4.1529 31.4509 0.0045 -0.0003 0.003
Si 1.297 6.8278 31.4182 -0.0014 0.0027 0.0013
Si 6.8973 6.8295 31.4725 0.0016 0.0038 0.0013
Si 4.0767 9.5659 31.5098 -0.0011 -0.0003 -0.0001
Si 9.5614 9.4967 31.4536 0.0041 0.0008 -0.0003
Si 2.7379 -0.0058 0.7024 -0.0016 0.0005 0.0003
Si 8.2014 -0.0242 0.6078 -0.0023 0.0013 -0.0015
Si -0.0122 2.7585 0.6394 -0.0023 -0.0015 0.0004
Si 5.4799 2.7252 0.6799 0.0002 -0.0012 0.0014
Si 2.701 5.4946 0.5984 0 -0.0006 -0.0018
Si 8.2133 5.4482 0.6825 -0.0025 -0.0019 0.0049
Si 0.0116 8.1859 0.6572 0.0032 0.0015 0.0046
Si 5.4941 8.2009 0.6372 -0.0018 -0.0017 -0.0007
Si 4.1301 1.3593 2.0543 0.005 -0.0008 -0.0033
Si 9.5576 1.3486 1.9908 0.0029 -0.0022 0.0006
Si 1.3731 4.133 1.9923 -0.0025 0.0019 -0.006
Si 6.8517 4.0786 2.0529 0.0038 -0.0045 0.0005
Si 4.0987 6.8278 1.9895 0.001 0.0025 0.0008
Si 9.5864 6.8301 2.0344 0.0011 -0.0008 -0.0056
Si 1.3751 9.537 2.0418 0.0042 -0.0057 -0.0004
Si 6.8342 9.5949 2.014 -0.0056 0.0049 -0.0024
Si -0.0143 -0.0273 3.3549 0.0107 0.0164 0.0152
Si 5.4993 0.0038 3.4539 -0.0034 -0.0023 -0.0095
Si 2.7691 2.7923 3.3371 -0.0127 -0.0189 0.0237
Si 8.197 2.6777 3.4228 0.0026 0.0115 -0.0092
Si 0.0267 5.4734 3.4101 -0.0055 -0.0022 -0.0019
Si 5.4663 5.4655 3.3704 0.003 0.0026 0.0079
Si 2.7793 8.1979 3.4181 -0.0082 -0.0017 -0.0104
Si 8.2072 8.2265 3.3505 0.0014 -0.005 0.0165
Si 1.3871 1.3946 4.6069 0.0009 0.0014 -0.019
Si 6.8522 1.3415 4.8891 0.0004 -0.0025 0.0113
Si 4.1532 4.0864 4.7797 0.005 0.004 -0.0075
Si 9.5782 4.0753 4.7334 -0.0006 -0.0045 0.0037
Si 1.4203 6.8271 4.7928 0.0051 0.0053 0.005
Si 6.8173 6.8868 4.6957 -0.0026 -0.0001 -0.0089
Si 4.14 9.569 4.8231 0.003 0.0031 0.0118
Si 9.555 9.5535 4.7638 -0.0027 -0.0029 -0.01
Si 2.7457 0.1069 6.031 -0.0032 0.0085 0.006
Si 8.2103 -0.067 6.2525 -0.0019 -0.0023 0.0103
Si 0.0279 2.6746 6.0292 0.0061 -0.0045 0.0096
Si 5.4798 2.7247 6.2658 -0.0037 0.0003 0.0093
Si 2.8169 5.4757 6.1614 -0.0004 -0.0023 0.0099
Si 8.1669 5.476 6.0073 -0.002 0.0007 0.0074
Si 0.0164 8.1878 6.125 -0.001 -0.0005 0.0088
Si 5.5322 8.2168 6.2171 0.0031 -0.002 0.0113
Si 3.8419 1.5675 7.5742 -0.0018 -0.0035 -0.0351
Si 9.8423 1.1372 7.4358 0.007 0.0057 -0.0246
Si 1.6383 3.796 7.295 -0.0015 -0.0069 -0.0235
Si 6.6502 4.4155 7.4588 -0.001 0.0047 -0.0192
Si 4.4069 6.6285 7.5297 0.0021 0.0013 -0.0215
Si 9.3682 6.9413 7.3708 -0.0005 0.002 -0.0117
Si 1.1424 9.9182 7.2727 -0.0024 0.004 -0.0165
Si 7.1702 9.2171 7.6541 -0.005 0.0033 -0.0387
O 8.3223 8.0775 7.9151 -0.0006 -0.0057 0.0033
O 2.7238 2.729 7.9371 -0.0009 -0.0006 0.0095
O 9.5136 1.3607 24.3555 -0.001 0.0054 -0.0224
O 4.0417 6.8675 24.2019 0.0018 -0.002 -0.0252
O 0.0335 0.0251 7.9477 0.001 -0.0038 0.0058
O 5.5261 5.5056 8.0282 0.0043 0.0002 0.0044
O 6.8431 9.5671 24.219 -0.0054 0.0103 -0.0208
O 1.3641 4.0601 24.1891 -0.0004 -0.0075 -0.021
O 3.8567 7.3815 8.9243 -0.0083 0.0056 0.0098
O 0.8509 4.368 8.6115 -0.005 0.0108 0.0123
O 9.8201 6.1456 8.7589 0.0069 -0.0038 0.0073
O 2.1119 9.389 8.4914 0.0034 -0.0064 0.008
O 7.5064 3.9233 8.7894 0.004 -0.0069 0.0085
O 4.2723 0.924 9.0532 0.0064 -0.0014 0.0218
O 6.7434 9.5487 9.2175 -0.0008 -0.0002 0.0275
O 9.2147 1.8523 8.7912 -0.0094 0.0055 0.013
O 7.73 3.1696 23.5543 -0.0047 0.0058 -0.0128
O 10.5017 5.8383 23.4688 -0.0068 0.0062 -0.0161
O 5.0866 0.424 23.4105 -0.0076 0.0077 -0.0122
O 5.8624 5.1101 23.3932 0.0073 -0.0075 -0.0132
O 3.1017 2.2146 23.286 0.0099 -0.0089 -0.014
O 2.2688 8.7178 23.2818 -0.0087 0.0072 -0.016
O 8.6037 7.7456 23.4237 0.0086 -0.0063 -0.0203
O 0.1954 10.3668 23.5929 0.0039 -0.0056 -0.015
Si 4.3972 1.5802 22.5032 -0.004 -0.0015 0.0066
Si 3.491 7.9324 14.0292 0 0.0003 -0.0027
Si 7.1223 0.9644 14.6668 0.0001 0.0006 -0.0017
Si 0.9253 9.3575 22.5706 0.0059 -0.0035 0.0067
Si 1.1721 4.3118 11.8678 -0.0008 0.0013 -0.0035
Si 6.2642 8.9698 15.3215 -0.0009 0 0.0003
Si 0.6754 1.3668 12.2936 0.0003 0.0005 -0.0026
Si 8.6222 4.9586 20.5473 -0.0024 0.0026 0.004
Si 0.329 5.7058 9.3419 -0.0015 -0.0047 -0.0053
Si 5.0959 3.1209 17.9405 -0.0008 -0.0009 0.0038
Si 0.8786 3.7419 16.7476 -0.0002 0.0004 0.0027
Si 10.3968 2.8425 19.2446 -0.0001 0.0006 0.005
Si 5.2793 1.1802 10.3303 -0.0048 -0.0028 -0.0085
Si 0.8866 0.1707 19.8837 0.0026 -0.0029 0.0075
Si 6.6469 9.4594 10.8503 0.0006 0.0025 -0.0125
Si 9.3427 9.6845 18.336 0.0012 0.0008 0.0039
Si 9.3907 9.2477 12.5698 -0.001 0.0004 -0.0038
Si 6.5797 3.8592 22.6395 -0.0009 0.0029 0.0039
Si 2.4404 8.0728 9.364 0.0044 -0.0007 -0.0047
Si 10.5921 7.3704 17.087 0.0009 -0.0002 0.0029
Si 2.5126 6.2953 16.5805 0.0001 -0.0001 0.0015
Si 10.1749 4.4916 14.1833 0.0008 -0.0003 -0.0019
Si 6.1357 9.1933 18.5207 -0.0017 0.0015 0.0026
Si 7.9729 2.5714 9.5601 0.0042 0.0008 -0.0057
Si 8.8767 2.1474 12.4408 -0.0012 0.0017 -0.0056
Si 5.3438 6.2473 18.0696 0.0001 -0.0007 0.0029
Si 3.923 0.5674 19.4911 -0.0003 0.0012 0.0103
Si 4.2726 3.8345 12.0398 -0.0005 -0.0017 -0.0037
Si 5.5452 6.6015 12.1326 0.0001 0.0008 -0.0023
Si 8.0145 2.5028 17.2291 -0.0002 0 0.0031
Si 4.3583 2.4805 14.9624 -0.0004 -0.0002 -0.0006
Si 1.5406 1.2108 15.2538 0.0006 0.0001 0.0006
Si 1.5741 9.4124 12.0342 0.0015 -0.0011 -0.0049
Si 8.0499 6.8521 13.8676 -0.0003 0.0002 -0.0027
Si 10.3797 9.8368 15.4911 0.0005 0.0001 0.0003
Si 9.8012 7.0119 22.598 -0.0028 -0.0009 0.0087
Si 8.1174 5.4852 17.4383 0.0004 -0.0004 0.0055
O 6.048 7.9586 11.2895 -0.0005 -0.0023 0.003
O 6.0173 9.2092 16.9 0.0003 -0.0001 0
O 7.6811 1.3678 13.1952 -0.0003 -0.0006 0.0029
O 0.8929 1.7461 13.8648 0 0.0001 0.0017
O 9.4393 6.2479 16.8989 -0.0001 -0.0002 -0.0022
O 6.7642 6.2009 13.1316 0.0006 -0.0001 0.0011
O 5.1318 4.6603 18.6033 0 0.0006 -0.0021
O 9.2244 2.1477 18.2865 0.0003 0.0001 -0.0016
O 2.3673 0.1015 19.1077 -0.0013 0 -0.0028
O 9.4162 10.2373 16.7723 -0.0005 0 -0.0007
O 2.7829 4.4337 11.708 0.0012 0.0001 0.0011
O 5.0653 10.3303 19.11 0.0014 -0.0013 -0.002
O 9.4204 3.2467 13.4843 0.0004 0.0001 0.0013
O 0.4515 1.7624 19.9741 -0.0008 0.0003 -0.0016
O 3.1552 1.3571 15.0572 -0.0004 0 -0.0006
O 8.1617 5.385 19.0501 0.0004 -0.0003 -0.0024
O 3.8997 6.5973 17.3847 0.0007 0.0003 -0.001
O 4.5688 3.2836 16.3825 0.0004 0.0009 -0.0004
O 9.0613 5.6685 14.3204 -0.0001 0.0004 0.0008
O 5.4655 2.7664 22.178 0.0008 0 -0.0011
O 10.6741 4.1403 15.6781 0.0001 0.0002 -0.0001
O 0.3338 3.8559 18.2811 -0.0005 -0.0006 -0.0013
O 10.4292 10.5155 19.23 -0.001 0.0002 -0.0021
O 9.642 10.0249 14.032 0.0003 0.0002 0.0011
O 10.8885 8.1292 22.12 0.0008 0.001 -0.0015
O 1.1977 2.1614 16.5253 0 0.0005 -0.0014
O 9.727 3.7531 20.4209 0.001 -0.0015 -0.0019
O 8.142 4.035 16.7056 0 0 -0.0024
O -0.0402 9.1044 11.9089 -0.0016 0.0003 0.0014
O 6.5782 2.4116 18.0004 0.0003 0.0002 -0.0019
O 5.5809 10.7147 11.1835 0.0004 -0.0009 0.0024
O 7.7492 9.5979 18.8426 0.0005 0.0001 -0.0013
O 10.0264 1.0221 12.0626 0.0003 -0.0008 0.0011
O 1.3015 6.9672 9.0756 -0.0006 0.0008 0.0005
O 0.619 4.7702 13.3415 -0.0008 -0.0001 0.0019
O 5.7016 7.629 18.9815 -0.0002 -0.0002 -0.0007
O 5.2331 5.0847 11.5202 0.0005 0 0.0009
O 2.7143 6.9889 15.1178 -0.0004 -0.0006 0.0008
O 0.9066 2.7432 11.465 -0.0001 -0.0012 0.0016
O 0.8625 10.6831 15.5467 -0.0003 -0.0003 -0.0007
O 2.4103 8.5911 10.9046 -0.0022 0.0018 0.0056
O 4.6935 2.4279 11.2632 -0.0003 0.0048 0.0036
O 4.2486 3.505 13.6727 0.0002 -0.0001 0.0015
O 2.1917 4.688 16.492 0.0005 0.0002 -0.0016
O 10.6992 8.2484 15.7035 -0.0001 0 -0.0006
O 6.9299 10.2967 14.676 0.0001 -0.0004 0.0004
O 2.3441 8.9528 13.42 0.0003 -0.0005 0.0014
O 8.0376 1.531 15.9086 0.0004 0.0004 0.0002
O 4.1338 6.9953 12.8611 -0.0002 0.0003 0.0014
O 4.1705 2.0116 18.7194 0.0006 0.001 -0.0033
O 7.2904 4.4201 21.2922 0.0026 0.0013 -0.0038
O 8.4123 2.9248 11.0918 0.0007 -0.0003 0.0051
O 1.1864 6.8761 17.364 -0.0004 0.0005 -0.0012
O 5.6567 1.5798 14.7619 0.0004 0.0001 0.0003
O 8.1287 9.7538 11.5919 0.0028 -0.0005 0.0035
O 9.2121 6.2888 21.2613 -0.0016 -0.0025 -0.0046
O 8.9638 7.7157 12.8614 -0.0002 -0.0007 0.0015
O 1.6519 0.1205 11.8791 -0.0005 0.0009 0.001
O 6.6565 6.1526 17.0748 -0.0003 0.0002 -0.0018
O 7.3902 7.8033 15.0377 -0.0002 -0.0001 0.0004
O 1.2115 10.2822 21.251 -0.0004 0.0038 -0.0076
O 10.031 8.204 18.3608 -0.0006 0.0004 -0.0023
O 3.9683 0.8771 21.0925 -0.0005 -0.0017 -0.0074
O 0.3242 5.3298 10.9173 0.0016 -0.0016 0.0043
O 6.7031 1.5688 9.6408 0.0001 0.0007 0.0019
O 4.7749 8.7138 14.6848 0.0007 0.0001 0.0004

Results
free energy: -135250.564 eV
free energy less fixed offsets of B -154.04, O -568.88, Si -635.61 eV per atom: 3.196 eV

The program warned: the cutoff lies below the one the program advises for these potential files; the exchange-correlation potential is rough where the density is thin.
